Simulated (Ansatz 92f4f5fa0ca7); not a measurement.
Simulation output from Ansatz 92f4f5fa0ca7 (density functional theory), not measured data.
Periodic cell of 285 atoms, Si195O90, from a study of silicon, its oxide and their interface. The atomic structure is a simulated model.
Doubt: the cutoff is far below the 930 eV that the study's wrapper takes by default for these files, so forces and energies are approximate.
This geometry differs little from another in the collection (a relaxation step or a small displacement).

Settings: functional PBE; potential files Ansatz PAW; basis plane waves; wave-function cutoff 580 eV; density cutoff ratio 5; exchange-correlation grid ratio 1; k mesh 1 x 1 x 1, Gamma-centred; self-consistency stop 5e-08 eV per atom in the density residual; occupations fixed; spin none; net charge 0.

Cell vectors (angstrom)
a, 11.6015, 0, 0
b, 0, 10.938, 0
c, 0, 0, 40.2532

Atoms and the computed forces on them: element, x, y, z (angstrom), force x, y, z (eV/angstrom)
Si, 0, 0, 0.9665, 0.0001, 0.0574, -0.0034
Si, 3.8672, 0, 0.9665, 0.0037, 0.0155, 0.0063
Si, 7.7343, 0, 0.9665, -0.0005, 0.0322, 0.0025
Si, 1.9336, 1.3673, 0.9665, 0.0051, -0.0563, 0.0042
Si, 5.8008, 1.3673, 0.9665, -0.0006, -0.0004, 0.0057
Si, 9.6679, 1.3673, 0.9665, -0.0086, -0.0632, 0.0009
Si, 0, 5.469, 0.9665, -0.0045, 0.0888, -0.0109
Si, 3.8672, 5.469, 0.9665, -0.0006, 0.0284, -0.006
Si, 7.7343, 5.469, 0.9665, 0.0058, 0.0495, 0.0111
Si, 1.9336, 6.8362, 0.9665, 0.0094, -0.0681, -0.0199
Si, 5.8008, 6.8362, 0.9665, 0.0007, -0.0409, -0.0043
Si, 9.6679, 6.8362, 0.9665, -0.0104, 0.0221, 0.0173
Si, 1.9336, 2.7345, 39.2861, 0.011, 0.0603, -0.0067
Si, 5.8008, 2.7345, 39.2861, -0.0085, -0.0097, 0.0107
Si, 9.6679, 2.7345, 39.2861, 0.0067, 0.0474, 0.0237
Si, 0, 4.1018, 39.2861, -0.0183, -0.1419, -0.0673
Si, 3.8672, 4.1018, 39.2861, 0.0125, -0.033, 0.0014
Si, 7.7343, 4.1018, 39.2861, 0.0146, -0.0342, 0.0008
Si, 1.9336, 8.2035, 39.2861, 0.0138, 0.1239, -0.0436
Si, 5.8008, 8.2035, 39.2861, -0.0053, 0.0553, -0.0231
Si, 9.6679, 8.2035, 39.2861, 0.0165, -0.0697, 0.0558
Si, 0, 9.5708, 39.2861, 0.004, -0.0647, -0.0091
Si, 3.8672, 9.5708, 39.2861, 0.0015, 0.017, 0.033
Si, 7.7343, 9.5708, 39.2861, 0.0088, -0.0233, 0.0224
Si, 0, 0, 4.8337, -0.0423, 0.1168, 0.0026
Si, 3.8672, 0, 4.8337, -0.0108, 0, 0.0212
Si, 7.7343, 0, 4.8337, 0.0027, 0.0261, -0.0154
Si, 1.9336, 1.3673, 4.8337, -0.0445, -0.0239, 0.0534
Si, 5.8008, 1.3673, 4.8337, -0.0121, -0.034, -0.1202
Si, 9.6679, 1.3673, 4.8337, 0.0026, -0.0455, 0.0798
Si, 0, 5.469, 4.8337, -0.0068, 0.0415, 0.0972
Si, 3.8672, 5.469, 4.8337, -0.0297, 0.0756, -0.1166
Si, 7.7343, 5.469, 4.8337, -0.0058, 0.0362, 0.1463
Si, 1.9336, 6.8362, 4.8337, -0.0492, 0.0081, -0.0128
Si, 5.8008, 6.8362, 4.8337, -0.0006, -0.0602, 0.0134
Si, 9.6679, 6.8362, 4.8337, 0.0091, 0.0096, 0.017
Si, 1.9336, 2.7345, 2.9001, 0.0084, 0.0527, -0.0029
Si, 5.8008, 2.7345, 2.9001, -0.0051, -0.0069, -0.0165
Si, 9.6679, 2.7345, 2.9001, -0.0202, 0.0636, 0.014
Si, 0, 4.1018, 2.9001, -0.0032, -0.0734, 0.0069
Si, 3.8672, 4.1018, 2.9001, -0.0106, -0.01, -0.0159
Si, 7.7343, 4.1018, 2.9001, 0, -0.0573, 0.009
Si, 1.9336, 8.2035, 2.9001, -0.0057, 0.0386, -0.0136
Si, 5.8008, 8.2035, 2.9001, -0.0063, 0.042, 0.0054
Si, 9.6679, 8.2035, 2.9001, -0.0028, -0.0004, 0.0083
Si, 0, 9.5708, 2.9001, -0.0021, -0.0603, 0.0118
Si, 3.8672, 9.5708, 2.9001, -0.0082, -0.0116, -0.0086
Si, 7.7343, 9.5708, 2.9001, -0.0094, -0.0272, -0.0034
Si, -1.2302, -0.7735, 24.6084, -0.0106, -0.0138, -0.004
Si, 0.6944, 0.6974, 25.3531, -0.0026, 0.024, 0.0059
Si, 9.7575, -2.7482, 31.9349, -0.0034, 0.0067, 0.0042
Si, 0.0764, -2.5313, 14.4259, -0.0014, 0.0002, 0.0009
Si, 6.8994, 6.6957, 29.7695, -0.0111, 0.0287, -0.013
Si, 13.7104, 2.5312, 31.2564, -0.0084, 0.0177, -0.0133
Si, -2.1621, 6.6107, 30.2478, 0.0197, 0.0101, 0.0095
Si, 2.084, 8.5525, 29.1665, -0.0252, -0.0076, 0.0062
Si, 9.7266, 2.9144, 31.4518, -0.057, 0.0054, -0.0223
Si, 2.0032, 8.5051, 31.4908, -0.0102, -0.0057, 0.0296
Si, 8.6536, 3.4339, 25.2157, 0.0015, 0.0061, 0.0056
Si, 9.6252, 10.4573, 29.3488, -0.0065, 0.0108, 0.0341
Si, 7.5385, 3.8408, 31.5725, 0.0829, -0.0052, 0.021
Si, 5.7728, 2.3373, 31.7093, -0.0019, -0.0232, 0.0664
Si, 5.7655, 2.2944, 29.2943, 0.0007, -0.0404, -0.0628
Si, 4.0412, 3.9914, 31.5493, -0.0047, 0.0054, 0.0033
Si, 6.0216, 4.8134, 25.5723, 0.014, -0.019, 0.0001
Si, 11.7405, 3.1439, 29.9823, -0.0397, -0.0169, 0.0244
Si, 2.4417, 2.6895, 23.6508, -0.0026, -0.0007, 0.0035
Si, 11.5321, 9.713, 31.6327, 0.0138, -0.0012, -0.0299
Si, 15.1333, 11.2475, 29.4437, -0.0092, 0.0162, 0.0219
Si, 2.3616, 9.0176, 25.2117, -0.0027, -0.0141, -0.003
Si, 7.6119, 9.6079, 26.0352, 0.0069, 0.018, 0.0053
Si, 10.8832, 4.9583, 31.2188, -0.041, -0.0109, -0.0894
Si, 0.0205, 0.1404, 33.513, -0.0085, 0.0013, 0.0111
Si, 3.8797, -0.0802, 33.6009, 0.0024, -0.0003, 0.0237
Si, 7.8303, 0.0522, 33.5497, 0.0046, -0.003, 0.0159
Si, 2.0014, 1.4279, 33.4237, 0.0143, 0.0032, -0.0121
Si, 5.8059, 1.1869, 33.6891, -0.0109, -0.0174, -0.024
Si, 9.7075, 1.5143, 33.4285, -0.0104, 0.0135, 0.0018
Si, 0.0363, 5.5413, 33.3856, 0.0092, 0.0289, 0.0626
Si, 3.9008, 5.4536, 33.4146, 0.0209, -0.0037, 0.0008
Si, 7.763, 5.318, 33.4703, -0.0273, 0.0015, -0.0193
Si, 1.9827, 6.8857, 33.3127, -0.002, -0.0036, -0.0157
Si, 5.8897, 6.7433, 33.5075, 0.017, -0.009, 0.0121
Si, 9.6635, 6.7489, 33.7148, 0.0101, -0.0102, -0.0168
Si, 1.9628, 2.7471, 35.3971, 0.003, -0.004, 0.0132
Si, 5.7978, 2.7526, 35.4424, 0.0018, 0.0184, -0.0001
Si, 9.7007, 2.77, 35.4227, -0.0039, -0.0075, -0.006
Si, 0.0418, 4.1271, 35.3483, 0.0001, -0.0021, -0.0171
Si, 3.8681, 4.1338, 35.4011, -0.0017, 0.0063, -0.0061
Si, 7.7499, 4.0691, 35.451, 0.0044, -0.0034, -0.0149
Si, 1.9228, 8.1567, 35.3658, 0.0084, 0.0128, -0.0003
Si, 5.825, 8.1837, 35.4077, -0.01, -0.0069, -0.0119
Si, 9.6848, 8.2312, 35.5039, 0.0056, 0.0033, 0.0062
Si, 0.0239, 9.5913, 35.3954, 0.0033, -0.0057, -0.0026
Si, 3.8479, 9.4922, 35.4826, -0.0029, -0.0058, -0.002
Si, 7.7609, 9.5673, 35.4354, -0.0035, 0.002, -0.0024
Si, 0, 0, 37.3525, 0.0551, 0.006, -0.0094
Si, 3.8672, 0, 37.3525, -0.0094, -0.0771, 0.1286
Si, 7.7343, 0, 37.3525, -0.0376, 0.0782, 0.0324
Si, 1.9336, 1.3673, 37.3525, 0.0074, 0.0179, -0.1758
Si, 5.8008, 1.3673, 37.3525, -0.0625, 0.0167, 0.0818
Si, 9.6679, 1.3673, 37.3525, 0.1305, -0.0206, -0.1495
Si, 0, 5.469, 37.3525, 0.0947, 0.0594, -0.2732
Si, 3.8672, 5.469, 37.3525, 0.0151, 0.0922, -0.049
Si, 7.7343, 5.469, 37.3525, -0.0258, 0.1057, 0.0045
Si, 1.9336, 6.8362, 37.3525, -0.1396, -0.1597, -0.1733
Si, 5.8008, 6.8362, 37.3525, 0.0719, -0.0569, 0.0439
Si, 9.6679, 6.8362, 37.3525, 0.0917, -0.0985, 0.5067
Si, 1.9152, 2.7326, 6.7785, 0.0002, 0.0014, 0.0015
Si, 5.78, 2.7483, 6.7388, 0, 0.0028, 0.0028
Si, 9.6533, 2.7325, 6.7806, -0.0007, -0.0015, 0.0012
Si, -0.0247, 4.1027, 6.7832, -0.002, -0.0003, 0.0058
Si, 3.8435, 4.1025, 6.7471, -0.0021, -0.0031, 0.0031
Si, 7.7251, 4.0996, 6.787, 0.004, -0.0032, 0.0059
Si, 1.8923, 8.2237, 6.7571, -0.0025, 0.0015, 0.0024
Si, 5.7902, 8.2006, 6.7685, -0.0003, 0.0024, 0.0011
Si, 9.6627, 8.2103, 6.7669, 0.0006, 0.0003, 0.0031
Si, -0.0241, 9.6024, 6.7824, 0.001, -0.0013, 0.0008
Si, 3.8525, 9.5639, 6.7671, 0.0025, -0.0005, 0.0025
Si, 7.7198, 9.567, 6.7637, -0.0029, 0.0013, 0.0024
Si, -0.0199, 0.0412, 8.7322, -0.0023, 0.005, 0.0045
Si, 3.8603, -0.0284, 8.7149, 0.0011, -0.0035, 0.0023
Si, 7.7005, 0.0359, 8.6668, 0.0056, -0.0012, 0.0001
Si, 1.9459, 1.3626, 8.7203, -0.0022, 0.0005, 0.0084
Si, 5.7733, 1.4005, 8.6645, -0.0015, -0.009, -0.0036
Si, 9.6247, 1.3783, 8.734, -0.0011, -0.0014, 0.0017
Si, -0.0575, 5.4323, 8.7576, 0.0004, -0.0034, -0.0018
Si, 3.7996, 5.5275, 8.627, -0.0023, 0.0044, 0.0024
Si, 7.7326, 5.4719, 8.7348, -0.0048, 0.0015, -0.0014
Si, 1.8502, 6.8378, 8.6719, 0.0007, -0.004, 0.0013
Si, 5.7925, 6.8123, 8.6932, 0.0036, -0.0059, 0.0086
Si, 9.6304, 6.8542, 8.7089, -0.0012, -0.0013, 0.0049
Si, 5.8455, 8.1794, 10.6138, 0.008, 0.004, -0.0055
Si, 5.5054, 1.6413, 12.2972, 0.0017, -0.0003, 0.0662
Si, 11.7824, -2.0363, 17.4705, 0.0021, 0.0023, 0.0012
Si, -5.2751, 7.085, 27.5074, 0.0031, -0.0035, 0.0239
Si, 7.6471, -1.2294, 10.6414, 0.0065, -0.0001, -0.0029
Si, 11.4433, 5.2656, 12.5665, 0.0059, -0.0134, -0.0034
Si, -3.6973, 9.2484, 20.8522, 0.0037, -0.0071, -0.0093
Si, 4.1235, 3.9981, 14.0154, 0, -0.0009, -0.0173
Si, 5.777, 2.9609, 10.4532, -0.0026, 0.0123, -0.0199
Si, -0.0546, 14.8727, 10.6596, 0.001, 0.0008, -0.0024
Si, 7.8696, 5.6204, 12.836, 0.0017, -0.0064, 0.0177
Si, 1.9119, 12.0654, 12.4944, 0.016, -0.004, -0.0059
Si, -2.0269, -2.6373, 10.5921, -0.0016, 0.0081, -0.0123
Si, 5.4677, -2.2027, 19.0874, -0.0097, -0.0038, -0.0086
Si, 11.5347, -1.359, 10.6391, -0.0031, -0.0063, 0.0062
Si, 3.9077, 5.6824, 12.4745, -0.0095, -0.0122, 0
Si, 9.5557, 2.6592, 10.7421, 0.0038, 0.0017, -0.0037
Si, 15.0131, 1.7205, 17.0518, -0.0211, -0.0074, -0.0171
Si, -1.7098, 3.207, 17.9158, 0.0228, 0.0029, -0.0047
Si, -0.9869, 5.4761, 26.2696, 0.0009, -0.0097, -0.0003
Si, 7.3974, 0.175, 12.5944, -0.0086, 0.0073, -0.0091
Si, 3.9592, 10.8233, 12.4835, -0.0224, 0.0004, -0.0125
Si, 11.4749, 10.8908, 12.6247, 0.0082, -0.015, -0.0017
Si, 13.4428, 8.134, 10.6409, -0.0025, 0.0011, 0.0059
O, -8.395, -3.3961, 28.5333, 0.0108, -0.004, -0.0081
O, 5.7025, -1.7579, 17.5419, 0.0022, 0.0034, -0.0012
O, 6.3571, -4.8196, 22.1184, -0.005, 0.0049, 0.0074
O, 17.4337, -11.2954, 15.4073, -0.0012, 0.0045, 0.0333
O, -12.6626, -15.7236, 19.3766, 0.0023, -0.0118, 0.0008
O, 8.4345, -30.1249, 18.529, -0.0171, -0.0098, 0.0023
O, -11.0059, 8.1401, 28.6042, -0.0057, 0.0043, -0.0039
O, -17.3979, 18.1047, 19.2465, -0.0002, -0.0056, 0.0032
O, 16.9898, -5.0181, 24.5362, 0.0003, 0.0071, -0.0101
O, 28.0415, -7.0809, 26.19, 0.0041, -0.0018, 0.0002
O, 1.949, 12.5291, 17.7587, 0.0014, 0.0021, -0.0014
O, 19.4423, -18.0245, 22.0438, -0.0065, -0.0025, -0.0051
O, 15.2694, 19.4567, 26.0605, 0.0109, -0.002, -0.0132
O, 9.6699, -9.0288, 21.583, -0.0037, -0.0043, -0.0068
O, 23.4848, -11.3697, 17.1646, -0.0015, 0.0024, -0.0016
O, 10.405, -4.159, 27.2068, 0.0012, 0.0078, -0.0024
O, 1.0827, -4.0498, 23.0646, 0.0014, -0.0009, -0.0003
O, -22.7096, -31.1304, 26.6925, 0.0128, -0.0128, -0.0324
O, 5.0086, 2.6885, 13.5249, 0.0022, -0.006, -0.0265
O, 50.9472, -9.5911, 28.6281, -0.007, -0.0049, 0.0049
O, 9.478, 13.2431, 14.1428, 0.0019, -0.0054, -0.006
O, -7.0499, -33.3329, 30.4104, 0.0133, 0.015, -0.0061
O, -10.1157, 19.2239, 18.2949, 0.0011, 0.0012, -0.0004
O, -7.8235, 6.752, 22.5582, 0.0131, -0.0053, 0.0011
Si, -3.6933, 20.506, 31.701, 0.0227, -0.0166, -0.0297
Si, 11.7957, -14.468, 24.3368, -0.0003, -0.0109, 0
Si, 15.75, -1.4783, 31.7218, -0.0091, -0.0015, -0.0211
Si, 13.5637, 2.6977, 10.6796, 0.0002, -0.0034, -0.0029
Si, 8.1224, -9.6877, 27.4438, -0.0134, 0.0148, 0.021
Si, 5.8061, 4.5979, 30.0159, 0.0376, 0.0301, 0.0495
Si, 17.6729, 8.0672, 31.5741, -0.0175, -0.014, 0.0094
Si, -1.975, -7.0915, 14.7093, 0.0076, 0.0019, -0.0116
Si, 24.9671, -4.2451, 12.5672, 0.0066, 0.0088, -0.0005
Si, -4.695, -8.7884, 18.2155, -0.0007, 0.0094, -0.0281
Si, 3.8487, -12.4295, 10.5995, -0.0071, -0.0007, 0.0013
Si, 13.8949, 8.8791, 19.5971, -0.0029, -0.0031, -0.0024
Si, -6.6142, -8.3324, 20.1354, -0.0111, 0.0013, 0.0135
Si, 3.25, -17.6145, 26.2258, -0.0068, -0.0092, 0.0013
Si, 21.5344, 0.3404, 21.8598, 0.008, -0.0025, -0.0027
Si, 5.7653, -11.1593, 17.0239, -0.0043, -0.0227, -0.0213
Si, 12.1242, -9.7608, 17.0459, 0.0131, -0.0079, -0.001
Si, 3.9421, -14.6297, 27.0932, -0.0061, -0.0042, 0.0146
Si, 14.0183, 7.6587, 22.5261, -0.0098, -0.0005, -0.0121
Si, 13.6221, -8.9001, 14.6037, 0.0071, -0.005, -0.0278
Si, 1.9097, 3.2275, 20.6041, -0.0063, -0.0037, 0.0003
Si, 3.8081, -6.6946, 10.5645, -0.0072, 0.0032, -0.0079
Si, -6.2606, 14.9703, 16.7234, -0.007, 0.0058, -0.0157
Si, -2.1013, -14.5326, 18.9647, 0.0042, 0.0067, -0.0061
Si, -0.7048, -28.2268, 19.7557, -0.0016, 0.0065, 0.0158
Si, 12.8895, 0.3515, 20.9672, -0.0003, -0.0058, -0.0082
Si, 12.4091, 14.0316, 27.5292, -0.0016, 0.021, 0.0648
Si, 4.1269, -10.297, 22.3479, -0.011, -0.0029, 0.0018
Si, 5.3121, -4.1042, 23.1661, -0.0081, -0.012, 0.0015
Si, 29.2684, -1.8105, 23.3212, 0.0025, 0.0037, -0.0075
Si, 21.3929, -4.0149, 12.4752, 0.0028, 0.0081, 0.0034
Si, 20.9811, 3.3743, 22.2093, 0.0105, 0.0084, 0.0079
Si, 21.0915, 1.3332, 12.7825, -0.0127, 0.0022, 0.005
Si, 5.8771, -3.912, 12.7025, -0.0066, 0.0402, 0.021
Si, 5.7464, -22.9074, 13.9041, 0.0116, 0.0106, -0.0133
Si, -0.9955, -25.1085, 28.5331, -0.0145, -0.0148, 0.0149
Si, 7.7496, -17.6396, 10.7737, 0.0086, -0.0013, -0.0068
Si, 18.4677, -15.7663, 18.6148, 0.0004, 0.0172, -0.0057
Si, 6.7603, 4.7798, 21.289, 0.0054, 0.0011, 0.001
O, 18.8833, 8.2333, 26.8284, 0.016, -0.0012, -0.0177
O, 10.9859, -0.349, 30.2778, 0.0012, -0.0127, 0.0093
O, 5.9322, -16.5959, 17.578, 0.0007, -0.0002, 0.0065
O, -1.2209, -2.4214, 18.24, -0.0022, 0.0019, -0.0012
O, -4.1955, 9.0007, 22.3781, -0.0056, 0.0021, 0.0031
O, -2.6723, -11.3651, 20.8342, -0.0035, 0.002, -0.0026
O, 19.8499, -15.0937, 18.0096, -0.0038, -0.0075, 0.0011
O, -8.3751, -20.5656, 15.4761, -0.0017, 0.0032, 0.0145
O, -12.3004, 8.7304, 23.9557, -0.0088, 0.0137, 0.0008
O, 12.6341, 12.7984, 20.4553, 0.0009, -0.0008, -0.0004
O, 12.7954, 1.7059, 24.127, -0.0025, -0.0101, 0.0098
O, 21.0264, 0.8013, 28.3447, 0.003, -0.0016, -0.0165
O, 20.2691, -30.7424, 26.1309, 0.0039, -0.0043, -0.0057
O, -15.8087, 5.1716, 19.8384, -0.0004, -0.009, 0.001
O, 19.856, -33.3619, 30.2643, -0.0065, -0.0054, -0.0013
O, -4.3423, 10.8889, 26.9778, -0.0018, -0.0041, -0.0008
O, -17.7687, -28.9303, 21.0558, -0.0008, -0.0022, -0.0057
O, 26.5798, 3.0081, 19.8852, 0.0128, -0.0034, 0.0015
O, 3.9792, -40.4957, 17.2508, 0.0061, 0.0015, 0.0111
O, 28.169, 12.1896, 21.0746, 0.0058, 0.0029, -0.0084
O, 21.1656, -29.5193, 23.8515, 0.0017, -0.0027, -0.0064
O, 18.0903, -29.9351, 16.783, 0.0118, -0.0145, 0.0116
O, 2.0605, -24.742, 20.9949, 0.0001, -0.0055, 0.0017
O, 9.2431, 15.5748, 26.1314, -0.0031, -0.0007, -0.0016
O, -5.8162, -2.703, 13.8945, -0.0003, -0.0306, -0.029
O, 11.6697, -0.9451, 14.0264, -0.0026, 0.0044, -0.0099
O, 24.3729, -2.9978, 25.551, 0, 0.0048, 0.0022
O, 37.3768, -7.3377, 14.4877, 0.0021, -0.0011, 0.0049
O, -4.986, -1.2912, 24.7584, -0.0066, 0.0073, -0.0089
O, 11.7214, 4.424, 26.8415, -0.0038, 0.0116, -0.0216
O, 38.6397, -9.1429, 23.4963, 0.0055, -0.0007, 0.0012
O, 27.1125, -12.8834, 19.449, 0.007, -0.0004, 0
O, -0.6189, -4.8528, 24.8013, 0.0026, 0.0038, -0.0014
O, -1.3214, -14.1056, 13.85, -0.0047, 0.0003, -0.0009
O, 9.771, 9.1228, 28.4071, 0.0038, -0.0065, -0.0188
O, 12.5565, -17.4981, 19.8999, -0.0012, 0.0003, 0.0001
O, -32.1795, -28.9425, 24.7641, 0.0026, -0.0003, -0.0065
O, 7.0163, 22.4379, 17.7467, 0.0081, 0.0041, 0.0074
O, 8.7435, 7.9659, 20.2824, -0.0022, 0.0022, 0.007
O, -24.4783, 4.3571, 21.3069, 0.001, -0.0029, -0.0059
O, 9.5853, -21.8436, 23.4192, -0.0031, -0.0055, 0.0062
O, 27.6557, -10.3423, 17.6034, 0.0037, 0.0066, 0.0077
O, 34.0698, -41.8584, 17.7753, -0.007, 0.0023, 0.0031
O, 14.1689, -22.7044, 28.7136, 0.0033, 0.0029, -0.0055
O, -0.6118, 15.437, 14.0179, 0.0027, 0.0006, -0.0029
O, 13.7086, -40.3109, 22.23, -0.001, 0.0055, -0.0025
O, -8.9548, -2.0327, 23.5926, 0.003, 0.0074, 0.0065
O, 28.1995, 15.563, 15.2615, 0.0077, 0.0025, 0.0095
O, 12.2488, -20.094, 15.5031, -0.0096, 0.0019, 0.0149
O, 41.3374, -34.1876, 20.0089, 0.0044, 0.0097, 0.0027
O, 37.2392, 14.3643, 27.3905, 0.0053, -0.0052, -0.0145
O, 19.8916, -17.1818, 14.1923, -0.0117, 0.0086, -0.0125
O, -1.8894, -7.0948, 16.3659, -0.0062, -0.0043, -0.0028
O, 9.2017, -12.1452, 25.6698, 0.008, -0.002, -0.0128
O, 53.5162, -7.1004, 24.8598, -0.0075, 0.0018, -0.0082
O, 14.8114, -5.0629, 26.5136, 0.0012, 0.0131, -0.0069
O, 6.7214, -38.1105, 26.7902, -0.002, -0.0035, -0.007
O, 13.054, -3.2199, 13.8509, 0.0066, -0.0008, -0.0072
O, -20.6974, -20.656, 30.3107, 0.0118, -0.0149, -0.0063
O, 7.1172, 2.1415, 28.37, 0.0064, -0.0016, -0.0032
O, 25.1265, -22.2722, 25.6087, 0.0053, 0.0035, 0.0003
O, -8.9956, -21.6698, 21.9151, 0.0034, -0.0007, 0.0044
O, -6.6031, -33.461, 22.8392, 0.0076, -0.0025, 0.0002
O, 1.6074, 10.3469, 19.696, 0.0012, 0.0057, -0.0013
O, 11.4907, -21.9994, 21.6543, -0.004, 0.0004, 0.0007
O, 0.1314, 8.1713, 16.0245, -0.0006, -0.0019, -0.002

Results
free energy: -175136.285 eV
free energy less fixed offsets of O -568.88, Si -635.61 eV per atom: 6.865 eV

The program warned: the cutoff lies below the one the program advises for these potential files; the forces do not sum to zero within the program's tolerance; the exchange-correlation potential is rough where the density is thin.
